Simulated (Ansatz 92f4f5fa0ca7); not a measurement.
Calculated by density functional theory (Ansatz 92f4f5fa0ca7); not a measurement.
Periodic cell of 357 atoms, Si241O116, from a study of silicon, its oxide and their interface. The atomic structure is a simulated model.

Settings
functional: PBE
potential files: Ansatz PAW
basis: plane waves
wave-function cutoff: 700 eV
density cutoff ratio: 5
exchange-correlation grid ratio: 1
k mesh: 2 x 2 x 1, shifted by 0.5 0.5 0.5 of a step
self-consistency stop: 5e-08 eV per atom in the density residual
occupations: fixed
spin: none
net charge: 0

Cell vectors (angstrom)
a, 11.6015, 0, 0
b, 0, 13.3963, 0
c, 0, 0, 40.7692

Atoms and the computed forces on them: element, x, y, z (angstrom), force x, y, z (eV/angstrom)
Si, 0, 2.2327, 1.1851, -0.0047, 0.0142, 0.0062
Si, 3.8672, 2.2327, 1.1851, -0.0161, -0.0001, -0.0057
Si, 7.7343, 2.2327, 1.1851, -0.0053, 0.0124, -0.0198
Si, 1.9336, 5.5818, 1.1851, 0.0124, 0.0214, 0.0239
Si, 5.8008, 5.5818, 1.1851, -0.0078, 0.0176, 0.0185
Si, 9.6679, 5.5818, 1.1851, -0.0162, 0.0415, 0.0262
Si, 0, 8.9308, 1.1851, -0.0201, -0.0059, -0.0336
Si, 3.8672, 8.9308, 1.1851, 0.0108, -0.003, -0.0116
Si, 7.7343, 8.9308, 1.1851, -0.0053, -0.0152, -0.0032
Si, 1.9336, 12.2799, 1.1851, -0.0092, -0.0116, -0.0002
Si, 5.8008, 12.2799, 1.1851, -0.0114, -0.0329, -0.0156
Si, 9.6679, 12.2799, 1.1851, -0.0058, -0.0087, -0.0041
Si, 1.9336, 1.1164, 1.9745, 0.0611, 0.0068, -0.0044
Si, 5.8008, 1.1164, 1.9745, 0.0311, 0.0242, -0.0062
Si, 9.6679, 1.1164, 1.9745, -0.0132, -0.0118, -0.0034
Si, 0, 4.4654, 1.9745, 0.033, -0.0678, -0.0178
Si, 3.8672, 4.4654, 1.9745, 0.0383, -0.0397, -0.0005
Si, 7.7343, 4.4654, 1.9745, 0.0026, -0.0777, 0
Si, 1.9336, 7.8145, 1.9745, -0.0158, 0.0063, -0.007
Si, 5.8008, 7.8145, 1.9745, -0.0378, 0.0631, 0.0091
Si, 9.6679, 7.8145, 1.9745, 0.0516, 0.0162, 0.0115
Si, 0, 11.1635, 1.9745, 0.0246, -0.0253, 0.0021
Si, 3.8672, 11.1635, 1.9745, 0.0447, 0.0375, 0.0093
Si, 7.7343, 11.1635, 1.9745, -0.0107, 0.028, 0.0049
Si, 1.9336, 1.1164, 4.3426, 0.1778, 0.0526, -0.0291
Si, 5.8008, 1.1164, 4.3426, 0.0931, 0.0973, 0.0768
Si, 9.6679, 1.1164, 4.3426, -0.0121, -0.0022, -0.0532
Si, 0, 4.4654, 4.3426, 0.1053, -0.1518, 0.0896
Si, 3.8672, 4.4654, 4.3426, 0.1157, -0.0931, 0.1566
Si, 7.7343, 4.4654, 4.3426, 0.0264, -0.1493, 0.1296
Si, 1.9336, 7.8145, 4.3426, -0.0117, -0.0306, 0.0087
Si, 5.8008, 7.8145, 4.3426, -0.089, 0.1725, -0.2129
Si, 9.6679, 7.8145, 4.3426, 0.0968, 0.0081, -0.2759
Si, 0, 11.1635, 4.3426, 0.0792, -0.0561, -0.1049
Si, 3.8672, 11.1635, 4.3426, 0.1447, 0.1078, -0.0428
Si, 7.7343, 11.1635, 4.3426, -0.0294, 0.067, -0.0362
Si, 0, 0, 36.4286, -0.1352, -0.1179, 0.1936
Si, 3.8672, 0, 36.4286, -0.0356, -0.18, 0.2223
Si, 7.7343, 0, 36.4286, -0.0993, -0.0541, 0.3744
Si, 1.9336, 3.3491, 36.4286, -0.0217, 0.1125, -0.1129
Si, 5.8008, 3.3491, 36.4286, -0.0499, 0.1292, 0.0016
Si, 9.6679, 3.3491, 36.4286, -0.1349, 0.0991, -0.0296
Si, 0, 6.6981, 36.4286, 0.0566, 0.0608, 0.0251
Si, 3.8672, 6.6981, 36.4286, 0.2454, 0.2475, -0.1912
Si, 7.7343, 6.6981, 36.4286, -0.2334, 0.0494, -0.2814
Si, 1.9336, 10.0472, 36.4286, -0.1662, -0.1137, -0.0304
Si, 5.8008, 10.0472, 36.4286, -0.0496, -0.166, -0.1208
Si, 9.6679, 10.0472, 36.4286, -0.0128, -0.0767, 0.0299
Si, 0, 0, 38.7968, -0.0405, -0.0375, -0.0016
Si, 3.8672, 0, 38.7968, -0.0057, -0.0652, 0.0007
Si, 7.7343, 0, 38.7968, -0.0389, -0.0194, -0.0098
Si, 1.9336, 3.3491, 38.7968, 0.0025, 0.0351, 0.0116
Si, 5.8008, 3.3491, 38.7968, -0.0138, 0.0413, -0.0017
Si, 9.6679, 3.3491, 38.7968, -0.0436, 0.0456, 0.0004
Si, 0, 6.6981, 38.7968, 0.0256, 0.0506, -0.0009
Si, 3.8672, 6.6981, 38.7968, 0.096, 0.0979, 0.009
Si, 7.7343, 6.6981, 38.7968, -0.0935, 0.0252, 0.0092
Si, 1.9336, 10.0472, 38.7968, -0.0682, -0.0345, -0.0078
Si, 5.8008, 10.0472, 38.7968, -0.0192, -0.0582, 0.0054
Si, 9.6679, 10.0472, 38.7968, 0.002, -0.0264, -0.0028
Si, 0, 2.2327, 39.5862, 0.0023, -0.0224, -0.02
Si, 3.8672, 2.2327, 39.5862, 0.0184, -0.0061, -0.0142
Si, 7.7343, 2.2327, 39.5862, 0.005, -0.0226, 0.0068
Si, 1.9336, 5.5818, 39.5862, -0.0178, -0.0186, -0.0337
Si, 5.8008, 5.5818, 39.5862, 0.0037, -0.0122, 0.0161
Si, 9.6679, 5.5818, 39.5862, 0.0184, -0.0364, -0.0298
Si, 0, 8.9308, 39.5862, 0.0168, 0.003, 0.0337
Si, 3.8672, 8.9308, 39.5862, -0.0086, -0.0005, 0.0124
Si, 7.7343, 8.9308, 39.5862, 0.0093, 0.0156, 0.0003
Si, 1.9336, 12.2799, 39.5862, 0.0109, 0.0166, 0.0052
Si, 5.8008, 12.2799, 39.5862, 0.0139, 0.0389, 0.0224
Si, 9.6679, 12.2799, 39.5862, 0.0029, 0.0139, 0.0179
Si, -0.2252, -0.0812, 29.43, 0.1036, -0.0144, -0.0582
Si, 3.6007, 0.1196, 29.5831, 0.0175, -0.0066, -0.0805
Si, 5.4662, -1.1462, 30.3009, 0.0212, -0.0169, -0.0304
Si, 1.576, 3.1131, 29.4501, -0.0105, 0.0262, -0.0482
Si, 5.4836, 3.3137, 29.4236, 0.018, 0.0124, -0.0775
Si, 9.4453, 3.0055, 29.5295, 0.0461, 0.0251, -0.0495
Si, -0.235, 6.666, 29.3105, -0.0372, -0.0439, -0.0493
Si, 3.6203, 6.6821, 29.2015, -0.0619, 0.0051, -0.0244
Si, 7.6899, 5.9503, 28.6648, 0.0129, 0.035, -0.1044
Si, 1.359, 10.0554, 29.1618, 0.0671, -0.0653, -0.0232
Si, 5.1194, 10.3414, 28.9812, -0.0446, -0.0508, 0.026
Si, 9.0867, 9.8021, 30.2498, 0.0873, 0.0198, -0.0001
Si, -0.2652, 2.0398, 30.4359, 0.1059, 0.0342, -0.0254
Si, 3.5845, 2.2915, 30.3749, 0.0021, -0.0132, 0.0172
Si, 7.3966, 2.0932, 30.1481, -0.0052, 0.0056, 0.0094
Si, 1.7173, 5.4747, 29.9987, -0.0022, 0.0043, -0.0065
Si, 5.6516, 5.6055, 29.9191, -0.0207, -0.0297, 0.0186
Si, 9.5275, 5.3307, 29.9986, 0.1132, -0.0156, 0.0457
Si, -0.3511, 8.8489, 30.2389, -0.0709, 0.0315, 0.0035
Si, 3.3828, 8.9604, 29.86, 0.018, 0.1026, -0.0472
Si, 7.8644, 9.064, 28.4582, -0.0781, 0.0296, 0.0066
Si, 1.6969, 12.2037, 30.1348, 0.0219, -0.037, -0.0012
Si, 7.2751, 13.2634, 29.261, -0.1206, 0.0146, -0.0217
Si, 9.3238, 12.1999, 30.0508, -0.0031, -0.0631, 0.0498
Si, -0.0696, 2.2286, 32.711, 0.0006, 0.0001, 0.012
Si, 3.7886, 2.2916, 32.6723, -0.0154, 0.042, -0.0061
Si, 7.6123, 2.1933, 32.509, -0.0158, 0.0264, -0.0137
Si, 1.854, 5.5608, 32.4045, 0.0009, 0.0085, -0.034
Si, 5.7722, 5.6533, 32.3304, 0.011, -0.0136, -0.0191
Si, 9.5662, 5.5574, 32.3996, 0.0133, 0.0077, -0.0256
Si, 0.0172, 8.8964, 32.5537, -0.0454, 0.05, -0.0372
Si, 3.81, 8.9697, 32.283, -0.0734, -0.0355, -0.0232
Si, 7.9156, 9.085, 32.3298, 0.0503, -0.0362, 0.0248
Si, 1.845, 12.2572, 32.5048, 0.0235, 0.0262, -0.007
Si, 5.6925, 12.2528, 32.6137, 0.0076, 0.0197, -0.0049
Si, 9.5656, 12.3692, 32.4492, -0.0044, -0.0053, -0.025
Si, 1.8814, 1.0932, 33.3575, -0.0283, -0.0236, -0.0139
Si, 5.715, 1.1039, 33.3475, -0.0149, -0.0109, 0.0096
Si, 9.571, 1.139, 33.3484, -0.0454, 0.0022, 0.0113
Si, -0.0754, 4.5066, 33.2765, -0.0094, 0.0106, -0.0034
Si, 3.8342, 4.5658, 33.2662, 0.0306, -0.0155, -0.0068
Si, 7.6416, 4.465, 33.2214, -0.0149, 0.0025, 0.0144
Si, 1.9717, 7.7914, 33.2339, 0.0248, -0.0119, 0.0055
Si, 5.8571, 7.9238, 33.0293, 0.0021, 0.0215, 0.0149
Si, 9.6631, 7.7912, 33.2794, -0.0747, 0.0051, -0.0314
Si, -0.1069, 11.1696, 33.2575, -0.0135, -0.0118, 0.0086
Si, 3.763, 11.1183, 33.293, -0.0236, 0.0005, 0.0092
Si, 7.7024, 11.2101, 33.3188, 0.0251, -0.0025, -0.0048
Si, 1.9302, 1.1045, 35.6893, -0.0015, 0.0112, 0.0091
Si, 5.7942, 1.1143, 35.6829, -0.0022, 0.0167, -0.0005
Si, 9.6501, 1.1129, 35.6843, -0.0064, 0.0104, 0.0015
Si, -0.0099, 4.4769, 35.642, 0.0053, 0.006, 0.0006
Si, 3.8665, 4.4886, 35.6371, 0.0024, -0.0016, -0.0118
Si, 7.7227, 4.4663, 35.612, -0.0033, 0.0139, -0.0096
Si, 1.943, 7.805, 35.6205, 0.0086, 0.0169, -0.0191
Si, 5.8119, 7.8366, 35.52, 0.0154, 0.0178, -0.0259
Si, 9.6641, 7.8009, 35.6441, -0.022, 0.0092, -0.0019
Si, -0.0142, 11.1664, 35.63, -0.0064, 0.0159, -0.0048
Si, 3.8536, 11.1489, 35.6517, -0.0004, 0.0143, -0.0003
Si, 7.7313, 11.168, 35.6663, 0.0043, 0.0074, -0.0026
Si, 0.0094, -0.0006, 5.0966, -0.0018, -0.0032, -0.0001
Si, 3.8813, 0.0067, 5.1457, 0.0109, -0.0181, 0.009
Si, 7.7387, 0.0017, 5.1454, 0.0009, -0.0122, 0.0076
Si, 1.9487, 3.3412, 5.1607, 0.003, -0.0073, 0.011
Si, 5.8078, 3.3465, 5.1825, -0.0036, -0.0119, 0.0085
Si, 9.6792, 3.3382, 5.1475, 0.0022, 0.0003, 0.007
Si, -0.0075, 6.6859, 5.1228, 0.0031, -0.0011, -0.0035
Si, 3.874, 6.7002, 5.1181, -0.0011, -0.013, 0.0121
Si, 7.7317, 6.7098, 5.0654, -0.0058, -0.0022, -0.0049
Si, 1.95, 10.0515, 5.1152, 0.0065, -0.0077, 0.0044
Si, 5.805, 10.0537, 5.143, -0.0006, -0.0193, 0.0059
Si, 9.6666, 10.0442, 5.1029, -0.006, -0.0067, 0.0008
Si, 0.091, -0.0006, 7.4385, 0.0169, -0.0089, 0.0086
Si, 3.9719, 0.0209, 7.5254, 0.0318, -0.0003, -0.0111
Si, 7.8063, 0.0007, 7.524, -0.015, -0.0004, -0.0063
Si, 2.039, 3.3185, 7.5529, 0.0035, -0.0024, -0.0091
Si, 5.8917, 3.3491, 7.5915, -0.0103, 0.0038, -0.0183
Si, 9.7523, 3.3023, 7.5274, -0.0171, 0.0116, 0.0004
Si, 0.0115, 6.6492, 7.4807, 0.0114, 0.0071, 0.0047
Si, 3.9054, 6.7043, 7.4752, 0.0289, -0.0017, -0.0191
Si, 7.757, 6.7091, 7.3884, 0.0025, 0.0011, 0.0132
Si, 2.03, 10.0532, 7.4706, 0.0159, 0.0237, 0.0057
Si, 5.8658, 10.0627, 7.5188, 0.0039, 0.017, -0.0122
Si, 9.7202, 10.0386, 7.4492, -0.0145, 0.0024, 0.0048
Si, 0.1175, 2.1779, 8.3166, 0.0034, -0.0008, 0.0251
Si, 3.9789, 2.2167, 8.4361, -0.0042, -0.0042, 0.0266
Si, 7.8417, 2.211, 8.3843, -0.0091, -0.0052, 0.0366
Si, 1.9841, 5.5805, 8.2353, 0.0126, -0.0088, 0.0303
Si, 5.8551, 5.6305, 8.2655, 0.0142, -0.0307, 0.0025
Si, 9.6266, 5.5517, 8.2196, -0.0346, -0.0086, 0.0366
Si, 0.0795, 8.9113, 8.1247, -0.0081, -0.01, 0.0052
Si, 3.9491, 8.9201, 8.2975, -0.0169, -0.0127, 0.0097
Si, 7.7966, 8.9212, 8.2673, -0.0148, -0.0131, 0.011
Si, 2.028, 12.3039, 8.2458, -0.0092, -0.0254, 0.009
Si, 5.8936, 12.2908, 8.3674, 0.0037, -0.0081, 0.0161
Si, 9.7794, 12.2701, 8.2095, 0.0028, -0.0183, 0.0062
Si, 0.2441, 1.8478, 10.6628, -0.0226, 0.0569, -0.0118
Si, 4.1014, 2.0206, 10.8576, -0.0187, 0.0569, -0.038
Si, 8.0328, 2.0071, 10.768, 0.0531, 0.0196, -0.0521
Si, 1.8654, 5.7493, 10.5716, 0.024, -0.064, -0.0009
Si, 6.4112, 5.8455, 10.558, 0.0455, -0.0366, 0.0246
Si, 8.8123, 5.5993, 10.4322, -0.0415, -0.0202, 0.046
Si, 0.1811, 8.96, 10.4244, 0.0346, 0.0163, -0.0148
Si, 3.9928, 8.8875, 10.6742, 0.063, 0.0791, -0.0289
Si, 7.7969, 9.0105, 10.6383, -0.0238, -0.0537, -0.0163
Si, 2.1525, 12.2582, 10.599, -0.0296, 0.0383, 0.0056
Si, 5.9881, 12.2716, 10.773, -0.0466, 0.0264, -0.0612
Si, 7.9617, 11.1829, 11.3629, 0.0389, 0.0042, 0.068
Si, 2.2045, 0.9347, 11.6945, 0.0194, -0.0426, 0.0713
Si, 6.0924, 1.048, 11.6858, -0.0167, -0.0072, 0.0766
Si, 9.9164, 0.7781, 11.4201, -0.0383, 0.0446, 0.0796
Si, -0.227, 3.7994, 11.774, -0.0014, 0.0057, 0.0188
Si, 4.2797, 4.0505, 11.9293, -0.0025, 0.0398, -0.0292
Si, 8.961, 3.8296, 11.889, 0.0573, 0.0224, -0.0023
Si, 1.999, 7.8966, 11.3987, -0.0672, 0.0144, 0.0899
Si, 5.9373, 7.9008, 11.5642, 0.0295, 0.0108, 0.0677
Si, 9.8514, 8.2398, 11.4665, 0.0144, -0.0833, 0.0598
Si, 0.282, 11.0683, 11.2729, 0.0394, -0.0551, 0.0661
Si, 4.0215, 11.1131, 11.394, -0.0376, -0.0462, 0.0663
Si, 9.9108, 12.0815, 10.5353, 0.0033, 0.0074, 0.0185
O, 3.7618, 11.1349, 13.0426, 0.0411, -0.0098, -0.0073
O, 10.1131, 8.6311, 13.0587, -0.0382, -0.0172, 0.0035
O, 5.9511, 7.904, 13.2375, -0.0087, -0.0302, -0.0309
O, 8.1792, 4.2101, 13.3104, 0.0092, 0.0049, -0.0007
O, 0.6678, 3.683, 13.1393, -0.0016, 0.0168, 0.0138
O, 6.2434, 1.1872, 13.3556, -0.0134, -0.0239, -0.0097
O, 9.9214, 0.8408, 13.0968, 0.0102, -0.0198, 0.0176
O, 0.4474, 10.748, 12.8888, -0.0038, 0.0103, -0.0054
O, 4.1804, 4.0109, 13.5584, -0.0099, -0.016, -0.006
O, 2.3234, 0.8763, 13.3786, -0.0235, -0.0182, -0.0284
O, 8.3099, 11.2596, 12.9982, -0.0494, -0.0325, -0.0104
O, 1.8772, 7.8761, 13.0605, 0.0247, -0.0132, -0.0226
O, 8.1794, 9.9359, 27.0948, 0.0027, -0.0279, 0.0101
O, 1.0654, 10.1934, 27.5189, -0.0247, 0.0049, -0.0188
O, 5.1216, 11.0087, 27.4542, 0.0162, 0.0043, 0.0065
O, 11.3674, 6.9298, 27.643, 0.0054, -0.0096, 0.0251
O, 7.7408, 5.0575, 27.2555, 0.0111, 0.0263, 0.0148
O, 6.797, 13.1452, 27.6408, 0.0132, 0.0006, 0.0186
O, 7.9977, 7.4752, 28.1596, -0.0185, -0.0072, 0.0081
O, 0.1284, 0.209, 27.8118, -0.0259, 0.0412, -0.0031
O, 9.5578, 2.4592, 27.9502, -0.0194, 0.0248, -0.0101
O, 3.5185, 6.7653, 27.541, -0.0158, -0.0168, -0.0125
O, 1.5052, 2.5882, 27.85, -0.0177, 0.0031, 0.011
O, 3.7708, 0.6135, 28.0065, -0.0237, -0.0093, 0.0386
Si, 5.4567, 8.0311, 17.6083, 0.0033, -0.0019, 0.005
Si, 2.0258, 4.6185, 19.9292, 0.0005, 0.0002, 0.002
Si, 3.6491, 0.7841, 26.3936, 0.0018, 0.0005, -0.0179
Si, 8.285, 8.7137, 18.9971, -0.003, 0.0009, 0.0028
Si, 7.8009, 4.4964, 25.7057, 0.0023, -0.0052, -0.0298
Si, 3.0564, 5.9748, 26.1923, 0.014, 0.0001, 0.01
Si, -0.0603, 5.8256, 26.4428, 0.0098, -0.0049, -0.0059
Si, 1.1531, 9.0748, 16.5031, -0.0009, 0.0027, 0.0016
Si, 9.1131, 2.938, 18.8075, 0.0001, -0.0059, -0.0042
Si, 10.4015, 0.3257, 14.5652, -0.0038, -0.0016, 0.0028
Si, 7.9189, 5.3816, 14.403, 0.0021, 0.0073, 0.0047
Si, 8.472, -0.3206, 21.7995, -0.0021, 0.0016, 0.0036
Si, 8.9799, 9.5568, 25.7101, 0.0046, 0.0054, -0.0061
Si, 0.5216, -1.1333, 19.3731, 0.0002, -0.0009, -0.0058
Si, 2.3486, 7.1066, 14.4116, 0.0015, -0.0134, 0.0142
Si, 0.336, 11.2017, 14.4295, -0.0007, -0.0056, 0.0059
Si, 5.0345, 3.4796, 26.2205, -0.02, 0.0106, 0.0027
Si, 10.068, 4.4813, 16.4827, 0.0027, -0.0042, -0.0033
Si, 4.0647, 5.1015, 17.7853, -0.0001, -0.0016, 0.0007
Si, 10.485, 7.3419, 17.1451, -0.0032, -0.004, -0.003
Si, 3.844, 3.5365, 15.079, -0.0047, 0.0012, 0.0034
Si, 5.5046, 7.0846, 14.5918, 0.0068, -0.0115, 0.0104
Si, 13.9008, 8.1018, 24.2407, 0.0007, -0.0074, 0.0053
Si, 1.0824, 7.2435, 21.4483, 0.0009, -0.0044, -0.0026
Si, 1.7296, 0.3796, 14.8424, 0.0004, -0.0024, 0.0103
Si, 9.3686, 6.8331, 24.5712, 0.003, 0.0024, -0.0077
Si, 0.8493, 1.3845, 26.9212, -0.0075, -0.0028, -0.0086
Si, 4.639, 11.3565, 14.389, 0.0031, -0.0114, 0.007
Si, 7.037, 11.1621, 23.9617, 0.0025, -0.001, -0.0038
Si, -0.1485, 0.4146, 22.1017, 0.0011, 0.0055, 0.0047
Si, 5.6256, 0.9242, 14.857, 0.0001, -0.0039, 0.0136
Si, 9.4803, 7.333, 21.5334, -0.0017, 0.0017, -0.002
Si, 2.8407, 13.5309, 17.7333, -0.0014, 0.0038, 0.0007
Si, 7.6657, 10.7336, 14.3945, -0.013, -0.0145, 0.0126
Si, 13.5623, 10.1453, 21.1113, 0.0027, -0.0038, -0.0037
Si, 8.0732, 13.1985, 16.3299, 0.0022, 0.0035, 0.0077
Si, 0.5607, 10.0558, 25.9654, 0.0061, 0.0039, 0.0169
Si, 3.6162, 10.5709, 17.2078, 0.0015, -0.001, 0.0003
Si, 4.0229, 10.5091, 23.0302, -0.0025, -0.0011, -0.0011
Si, 10.1621, 3.0554, 26.5646, 0.0044, -0.0017, -0.0086
Si, 13.1538, 11.771, 23.5982, -0.0005, 0.0047, 0.0034
Si, 9.0954, 11.7872, 18.9211, 0.0004, -0.003, 0.0012
Si, 6.978, 2.1638, 20.5468, -0.0056, -0.0014, 0.0017
Si, -2.9222, 4.5166, 21.0112, -0.0023, 0.0006, 0.0044
Si, 9.2782, 8.1158, 14.3543, 0, -0.0098, -0.0043
Si, 4.1839, 2.6336, 19.4309, 0.0013, -0.0039, 0.0071
Si, -0.486, 3.0259, 20.8547, 0.0031, -0.0002, 0.0033
Si, 5.8235, 12.2567, 26.6353, -0.0016, -0.0056, -0.0026
Si, 1.0033, 4.1983, 14.6311, -0.0054, -0.0094, -0.0032
O, 0.1433, -0.2786, 20.6791, -0.0014, -0.0086, 0.008
O, 12.7279, 10.6291, 22.4653, 0.0271, 0.0206, -0.0099
O, 2.2231, 3.2613, 15.1921, 0.0077, 0.0325, -0.0092
O, 11.2347, 4.0201, 15.4664, 0.0008, 0.0154, 0.0082
O, 8.4562, 10.304, 18.6755, 0.0094, -0.0039, 0.0114
O, 2.1252, 8.0514, 15.7044, -0.0179, 0.0118, -0.002
O, 2.0547, 0.7468, 26.0125, 0.001, 0.0132, 0.0292
O, 4.5814, 12.9767, 25.8479, -0.0055, 0.0036, 0.0116
O, 0.8362, -0.2068, 23.2409, -0.0073, -0.0176, -0.0157
O, 1.0787, 11.3288, 25.0882, 0.0014, -0.0166, -0.0101
O, 8.9571, 7.9441, 25.6599, 0.0072, 0.009, -0.0073
O, 8.9364, 3.3193, 25.5344, -0.0017, 0.0194, 0.0274
O, 4.7546, 12.9447, 14.7342, 0.0117, -0.0087, -0.0058
O, 6.3348, 5.6624, 14.6819, 0.0083, 0.0267, -0.0012
O, 2.5361, 5.1163, 18.4353, 0.0267, -0.0115, 0.0193
O, 10.2331, 7.6266, 15.5604, -0.0184, 0.0001, 0.0222
O, 3.5783, 10.3183, 21.4427, -0.0334, 0.001, 0.0256
O, 4.1051, 4.7021, 16.2019, -0.0051, -0.0114, 0.0097
O, 3.0693, 3.4141, 20.3705, 0.0048, 0.0033, -0.0276
O, 10.7267, 11.7432, 18.6819, -0.0114, 0.012, 0.0199
O, 11.0655, 7.0846, 21.1473, 0.0059, 0.0097, 0.0116
O, 9.2542, 7.8255, 18.0556, 0.0193, 0.0049, -0.005
O, 1.4693, 5.7548, 14.6061, 0.0084, -0.004, -0.0001
O, 8.3922, 12.8649, 17.8983, 0.0117, -0.0139, -0.0086
O, 6.7312, 0.6958, 16.0461, -0.0005, -0.0172, -0.0189
O, 2.068, 10.086, 17.3799, 0.0124, -0.0108, -0.0159
O, 1.6098, -4.7915, 20.7135, -0.0017, 0.0033, 0.0261
O, 8.774, 12.2196, 20.4514, 0.0055, 0.01, -0.0017
O, 6.3628, 3.8311, 25.3344, 0.0021, 0.0084, 0.0304
O, 3.2003, 11.8495, 23.5454, -0.0252, -0.0366, -0.013
O, 13.1027, 11.0549, 19.8562, -0.0074, 0.0058, 0.0138
O, 1.6137, 12.1416, 14.8085, -0.0375, 0.0145, -0.011
O, 3.9946, 4.6898, 26.0012, 0.0079, -0.0008, 0.0205
O, 10.5296, 10.0654, 25.8394, -0.0077, -0.013, 0.004
O, 8.4746, 6.8019, 13.8482, 0.0065, -0.0059, 0.029
O, 3.55, 1.3686, 18.5726, -0.0022, -0.0022, -0.002
O, 9.4697, 7.6158, 23.1412, 0.0071, -0.0133, 0.0142
O, 0.2238, 1.0168, 14.9737, 0.0008, -0.0345, -0.0114
O, 11.8153, 8.2088, 17.5216, -0.0081, 0.0039, -0.0246
O, 3.7374, 12.123, 17.7859, -0.0276, -0.0015, -0.0116
O, 5.78, 7.9179, 15.9887, -0.0169, -0.0181, -0.0004
O, 3.9522, 10.5791, 15.6207, 0.0091, 0.0132, 0.0113
O, 4.2878, 2.1281, 25.7372, 0.0023, 0.0108, 0.0222
O, 2.5969, 0.669, 16.1984, -0.008, -0.0111, 0.017
O, 9.2854, 0.6799, 15.6826, -0.0016, -0.0299, -0.0077
O, 10.5861, 12.0958, 14.5948, 0.0349, 0.0199, -0.0045
O, 7.6948, 2.1514, 19.0483, 0.0088, 0.0188, 0.0435
O, 12.8246, 8.6972, 25.3277, 0.0085, 0.014, -0.0086
O, 5.6296, 10.5812, 23.3099, -0.0022, 0.0124, 0.0124
O, 3.3997, 9.2146, 23.8065, -0.0032, 0.0158, -0.008
O, 8.2156, 5.6681, 24.6329, 0.017, -0.0059, 0.023
O, 7.4946, 0.9264, 21.4506, 0.0102, 0.0002, -0.0128
O, 1.3577, 13.2023, 18.3399, 0.015, -0.0115, 0.0078
O, 8.6822, 4.966, 15.7734, 0.0115, 0.0046, -0.0106
O, 6.0718, 10.6459, 14.123, 0.0064, 0.0201, 0.0202
O, 9.8759, 0.188, 22.4753, 0.0045, -0.009, -0.0198
O, 6.7726, 11.8653, 25.3906, -0.0106, 0.0023, -0.0072
O, 0.2593, 9.9393, 15.442, 0.0221, 0.0087, 0.001
O, 3.9308, 6.7725, 14.3626, -0.0038, 0.01, 0.0061
O, 4.8404, 3.841, 18.5139, -0.0258, -0.0004, 0.009
O, 10.8333, 6.2435, 25.0308, -0.0157, 0.0028, 0.0188
O, -1.3689, 2.1764, 19.7475, -0.0104, 0.0388, 0.0056
O, 8.768, 8.4615, 20.5662, 0.0096, -0.009, -0.0162
O, 8.279, 9.298, 14.8505, 0.0084, -0.0013, -0.0207
O, 10.8373, 4.4728, 26.9957, -0.0061, -0.0024, -0.0221
O, 3.2274, 6.9557, 24.9201, -0.0246, -0.0106, 0.0212
O, 1.9098, 5.9384, 20.8961, -0.0149, 0.0109, -0.0053
O, 10.0706, 3.9705, 21.7059, -0.0111, -0.0102, -0.0373
O, 4.7387, 2.2017, 15.3495, 0.004, -0.0032, -0.0152
O, 13.1088, 5.4873, 26.2407, 0.0003, 0.0182, 0.002
O, 5.3679, 2.0365, 20.3756, 0.0058, 0.0175, -0.0197
O, 10.6698, 5.7312, 17.3596, -0.014, 0.0177, -0.0255
O, 8.9068, 4.4604, 19.3874, -0.0025, -0.0352, 0.0288
O, 8.4696, 6.0537, 21.4052, 0.0138, -0.0179, -0.0044
O, 7.677, 12.1602, 22.8689, 0.0046, -0.0071, 0.0023
O, 4.5681, 9.4022, 17.8799, -0.0046, -0.0037, -0.0224
O, 9.6649, 3.1285, 17.3075, 0.0029, 0.017, 0.0158
O, -4.2089, 3.557, 21.3372, 0.0201, -0.0092, -0.0276
O, 6.7694, 8.2236, 18.5855, -0.0037, 0.0052, -0.0102
O, 7.9146, 11.7541, 15.616, -0.0066, 0.0152, -0.0124
O, 0.2017, 2.0053, 21.9203, -0.0236, -0.0108, -0.0152
O, 8.1959, 10.0685, 24.3629, 0.0073, -0.0017, 0.0182
O, 0.557, 3.9167, 19.9761, 0.0005, -0.0082, 0.0182
O, 11.293, 2.0432, 25.955, -0.0006, 0.0107, 0.0411
O, 1.4308, 7.4312, 23.0316, 0.0088, 0.0066, -0.0041
O, 4.726, 6.5938, 18.0106, 0.0019, 0.0003, -0.0147
O, -16.8867, 9.2239, 28.9666, 0.0872, -0.0116, -0.1108
O, -1.8564, -20.1831, 11.3675, -0.0175, 0.0379, 0.0157
O, -40.6456, -35.5584, 11.5075, -0.0302, 0.0265, 0.0273
O, 49.5121, -8.3564, 11.3833, 0.0054, -0.0137, 0.0379
O, 5.4528, 3.2534, 27.7697, -0.0133, 0.007, -0.0036
O, -69.2097, 31.8759, 10.9379, -0.0035, 0.0251, 0.029

Results
free energy: -219201.091 eV
free energy less fixed offsets of O -569.03, Si -635.61 eV per atom: -11.601 eV

The program warned: the cutoff lies below the one the program advises for these potential files; the forces do not sum to zero within the program's tolerance; the exchange-correlation potential is rough where the density is thin.
